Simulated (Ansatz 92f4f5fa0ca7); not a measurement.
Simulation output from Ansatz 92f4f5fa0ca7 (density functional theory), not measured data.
Periodic cell of 226 atoms, Si134O92, from a study of silicon, its oxide and their interface. The atomic structure is a simulated model.
Doubt: the cutoff is far below the 930 eV that the study's wrapper takes by default for these files, so forces and energies are approximate.
This geometry differs little from another in the collection (a relaxation step or a small displacement).

Settings: functional PBE; potential files Ansatz PAW; basis plane waves; wave-function cutoff 580 eV; density cutoff ratio 5; exchange-correlation grid ratio 1; k mesh 1 x 1 x 1, Gamma-centred; self-consistency stop 5e-08 eV per atom in the density residual; occupations fixed; spin none; net charge 0.

Cell vectors (angstrom)
a, 10.938, 0, 0
b, 0, 10.938, 0
c, 0, 0, 32.8514

Atoms and the computed forces on them: element, x, y, z (angstrom), force x, y, z (eV/angstrom)
Si, 0.0884, -0.1771, 25.3461, 0.0314, -0.0067, -0.0111
Si, 5.8532, -0.1933, 25.3834, -0.0837, 0.0095, 0.1324
Si, 2.5737, 3.0137, 25.407, -0.0007, -0.01, 0.0041
Si, 7.9494, 2.9106, 25.3486, 0.0409, 0.0159, 0.0921
Si, 0.2398, 5.1275, 25.5425, -0.0178, 0.0397, 0.0715
Si, 5.6271, 5.1147, 25.3924, 0.0102, 0.0139, 0.0168
Si, 2.5414, 8.6876, 25.2972, 0.0007, -0.0667, 0.102
Si, 8.0693, 8.4552, 25.3198, -0.0141, -0.0376, 0.0192
Si, 1.3586, 1.3762, 26.6209, -0.0066, -0.0016, 0.0203
Si, 6.8972, 1.362, 26.7716, -0.0014, -0.003, -0.0266
Si, 4.1094, 4.0757, 26.8285, 0.0073, -0.0057, 0.0028
Si, 9.5627, 4.0045, 26.7789, -0.0083, -0.0082, -0.0306
Si, 1.4505, 6.889, 26.5669, -0.014, 0.0048, -0.0338
Si, 6.8358, 6.82, 26.5561, 0.0137, 0.01, 0.0012
Si, 4.1567, 9.6495, 26.7014, 0.0271, 0.0398, -0.0536
Si, 9.5614, 9.5741, 26.7478, 0.0036, -0.0018, 0.0175
Si, 2.7377, 0.0412, 28.0488, 0.0158, -0.0031, 0.0248
Si, 8.2376, -0.0004, 28.1173, 0.0056, 0.0216, 0.025
Si, 0.0137, 2.6695, 28.0918, -0.0089, -0.0011, 0.0158
Si, 5.4782, 2.6878, 28.1153, -0.006, -0.0065, 0.0257
Si, 2.7355, 5.521, 28.0644, 0.0016, 0.0207, 0.0176
Si, 8.196, 5.4845, 28.0341, 0.0092, 0.0054, 0.0046
Si, 0.0297, 8.1734, 28.0346, 0.0132, -0.0256, 0.0063
Si, 5.4787, 8.1733, 28.019, -0.0179, -0.0156, 0.0156
Si, 4.1018, 1.3673, 29.4331, -0.1546, -0.0962, 0.3806
Si, 9.5708, 1.3673, 29.4331, 0.2235, -0.1869, 0.5903
Si, 1.3673, 4.1018, 29.4331, -0.0566, 0.1169, -0.1769
Si, 6.8362, 4.1018, 29.4331, 0.041, 0.1082, -0.0591
Si, 4.1018, 6.8362, 29.4331, 0.1324, 0.1625, 0.0705
Si, 9.5708, 6.8362, 29.4331, 0.0696, -0.0711, -0.1813
Si, 1.3673, 9.5708, 29.4331, 0.0798, 0.013, -0.2751
Si, 6.8362, 9.5708, 29.4331, -0.099, -0.1829, -0.1175
Si, 0, 0, 30.8004, -0.0732, 0.0156, 0.0236
Si, 5.469, 0, 30.8004, -0.1374, -0.0742, 0.0041
Si, 2.7345, 2.7345, 30.8004, 0.1042, 0.0343, -0.0031
Si, 8.2035, 2.7345, 30.8004, 0.0613, 0.0918, -0.0255
Si, 0, 5.469, 30.8004, -0.055, -0.0526, -0.0132
Si, 5.469, 5.469, 30.8004, -0.0119, -0.0236, -0.0294
Si, 2.7345, 8.2035, 30.8004, 0.0767, 0.0704, -0.0305
Si, 8.2035, 8.2035, 30.8004, 0.0122, 0.0422, -0.0198
Si, 1.3673, 1.3673, 32.1676, -0.0243, 0.0043, -0.0226
Si, 6.8362, 1.3673, 32.1676, 0.0339, 0.0222, -0.0534
Si, 4.1018, 4.1018, 32.1676, -0.0102, 0.0297, -0.004
Si, 9.5708, 4.1018, 32.1676, -0.0255, -0.0542, -0.0037
Si, 1.3673, 6.8362, 32.1676, 0.0137, 0.0051, -0.0406
Si, 6.8362, 6.8362, 32.1676, -0.0177, -0.0475, -0.0169
Si, 4.1018, 9.5708, 32.1676, 0.0255, -0.0156, -0.0018
Si, 9.5708, 9.5708, 32.1676, 0.0559, -0.0097, 0.0025
Si, 2.7345, 0, 0.6835, 0.0462, -0.003, 0.0194
Si, 8.2035, 0, 0.6835, -0.0492, 0.0264, 0.0172
Si, 0, 2.7345, 0.6835, 0.0349, 0.0507, 0.0006
Si, 5.469, 2.7345, 0.6835, -0.0224, -0.0143, 0.009
Si, 2.7345, 5.469, 0.6835, -0.0141, 0.0116, 0.021
Si, 8.2035, 5.469, 0.6835, 0.0329, 0.0031, 0.0261
Si, 0, 8.2035, 0.6835, -0.0065, -0.0514, 0.0168
Si, 5.469, 8.2035, 0.6835, -0.0446, 0.0726, 0.0105
Si, 4.1018, 1.3673, 2.0507, 0.0473, 0.098, 0.058
Si, 9.5708, 1.3673, 2.0507, 0.0084, 0.0163, 0.0194
Si, 1.3673, 4.1018, 2.0507, -0.0965, -0.152, -0.0719
Si, 6.8362, 4.1018, 2.0507, -0.0009, 0.0375, 0.0324
Si, 4.1018, 6.8362, 2.0507, 0.0668, -0.0607, -0.0257
Si, 9.5708, 6.8362, 2.0507, 0.0341, 0.0564, 0.0341
Si, 1.3673, 9.5708, 2.0507, -0.0071, 0.0408, 0.0155
Si, 6.8362, 9.5708, 2.0507, 0.0187, -0.0579, -0.0325
Si, 0, 0, 3.418, 0.0045, -0.3052, 0.3581
Si, 5.469, 0, 3.418, 0.1164, -0.0759, 0.2264
Si, 2.7345, 2.7345, 3.418, -0.4747, -0.1368, -0.6486
Si, 8.2035, 2.7345, 3.418, 0.1678, -0.0417, 0.1838
Si, 0, 5.469, 3.418, -0.0269, -0.2204, -0.0943
Si, 5.469, 5.469, 3.418, -0.0117, 0.3174, -0.4873
Si, 2.7345, 8.2035, 3.418, -0.2226, 0.083, 0.4369
Si, 8.2035, 8.2035, 3.418, 0.1469, 0.3374, -0.3941
Si, 1.3805, 1.3713, 4.7892, -0.0078, -0.0223, -0.0095
Si, 6.9, 1.3245, 4.806, -0.0088, 0.0043, -0.0004
Si, 4.0253, 4.156, 4.6626, 0.0195, 0.0026, 0.0006
Si, 9.5799, 4.1111, 4.8084, 0.0216, -0.0114, -0.007
Si, 1.3103, 6.8257, 4.8104, -0.0109, -0.0152, 0.0074
Si, 6.8238, 6.8996, 4.7186, 0.0132, 0.019, -0.0023
Si, 4.0943, 9.5921, 4.8273, -0.0033, -0.0006, 0.006
Si, 9.5583, 9.5335, 4.8506, -0.0027, -0.0083, -0.0178
Si, 2.7983, 0.0948, 6.2137, -0.0078, -0.0131, 0.0027
Si, 8.3335, 0.0458, 6.3065, 0.0058, -0.0052, 0.009
Si, 0.078, 2.782, 6.1765, -0.019, -0.0087, 0.0076
Si, 5.3948, 2.7653, 5.8819, -0.0162, 0.0105, 0.0177
Si, 2.7829, 5.5291, 6.1146, 0.0024, 0.0152, -0.0057
Si, 8.1504, 5.5287, 6.0591, -0.0526, -0.0194, 0.0389
Si, -0.2245, 7.9477, 6.2706, -0.053, -0.0245, -0.0096
Si, 5.5946, 8.3273, 6.1426, -0.0026, 0.0004, 0.0099
Si, 4.0059, 1.7113, 7.402, 0.0226, -0.0219, -0.0832
Si, 9.9666, 1.2593, 7.6398, -0.0075, 0.0033, -0.0178
Si, 1.7446, 3.8908, 7.4328, -0.0208, 0.0237, -0.0075
Si, 6.4653, 4.3617, 7.1108, 0.0257, -0.007, -0.0685
Si, 4.4488, 6.6858, 7.3156, -0.0024, 0.031, -0.0093
Si, 9.0431, 6.8969, 7.7565, 0.0614, -0.0213, 0.0046
Si, 1.4161, 10.1441, 7.8921, 0.0219, 0.0098, 0.0082
Si, 7.1038, 9.4692, 7.656, 0.0078, -0.0286, -0.0632
O, 5.4722, 5.48, 7.8553, -0.0052, -0.0064, 0.0385
O, 0.2091, 0.2648, 8.2799, -0.0111, 0.0081, -0.0051
O, 2.8569, 2.7764, 7.9146, -0.0005, 0.0101, 0.0244
O, 8.0782, 8.2157, 8.1435, -0.0438, 0.0517, 0.0137
O, 1.2393, 9.6427, 24.9399, -0.0285, 0.0209, -0.0193
O, 6.7994, 4.032, 24.9156, -0.0085, 0.0129, -0.023
O, 6.9376, 9.5927, 24.8419, 0.0262, -0.037, -0.0414
O, 1.408, 4.1058, 24.9452, 0.0151, -0.0021, -0.0348
O, 6.5396, 10.2232, 9.0295, -0.0165, 0.0264, 0.0421
O, 1.1376, 4.4534, 8.8494, 0.011, 0.0283, 0.0129
O, 2.229, 9.5927, 9.2374, 0.0052, -0.0226, -0.0038
O, 7.1101, 3.3065, 8.1719, -0.0094, 0.0038, -0.0226
O, 11.7016, 8.8004, 7.2648, 0.077, 0.0447, 0.0221
O, 4.7536, 1.1898, 8.7594, 0.0057, -0.0003, 0.0477
O, 3.8765, 7.5475, 8.5871, -0.0371, -0.0007, 0.0137
O, 9.2959, 2.0182, 8.9508, -0.0019, 0.0081, 0.0065
O, 5.3901, 0.6944, 24.0704, -0.0258, 0.0317, -0.046
O, 8.4125, 2.1625, 23.9513, 0.0127, -0.0168, -0.0301
O, 10.1241, 5.5329, 24.3469, -0.0098, 0.0065, -0.023
O, 4.6475, 5.4722, 24.1105, -0.0153, 0.0099, -0.0212
O, 8.9739, 7.9315, 24.0133, 0.024, -0.0164, -0.0175
O, 3.41, 2.5618, 24.0552, 0.0087, -0.0065, 0.0015
O, 2.7381, 6.3181, 22.4043, -0.002, -0.0026, 0.0095
O, 10.2928, 0.3101, 23.9444, -0.0144, 0.015, -0.0038
Si, 0.5023, 13.8723, 15.0286, -0.0016, 0.0094, 0.0048
Si, 4.7165, 0.3805, 15.4899, 0.0015, 0.0008, 0.0029
Si, 5.808, 8.3758, 21.3685, -0.0032, -0.0004, -0.0121
Si, -1.3246, 5.2953, 14.652, -0.0139, 0.0001, 0.0067
Si, 6.9041, 3.7669, 15.363, 0.0051, 0.0043, 0.0079
Si, 5.4248, 5.9673, 13.8368, 0.0087, 0.0058, 0.0042
Si, 11.4608, 7.4044, 19.122, 0.0011, -0.0053, 0.006
Si, 4.2336, 1.4482, 23.1945, 0.0125, 0.0014, -0.0104
Si, 0.1184, 0.1532, 14.0638, -0.0004, -0.0028, 0.0102
Si, -1.5693, 1.2629, 22.9799, -0.0103, -0.004, -0.0098
Si, 10.0986, -9.9341, 16.7786, -0.0028, 0.0005, 0.0033
Si, 7.9553, 2.8177, 9.4484, 0.0091, -0.0114, 0.0382
Si, 12.0401, 5.5768, 10.0136, -0.043, 0.0103, -0.0172
Si, 9.0532, 5.7181, 10.0072, -0.0218, -0.0048, -0.0217
Si, -9.4276, 8.4585, 14.0171, -0.0048, -0.0039, 0.0044
Si, 3.2735, 9.6434, 22.5247, 0.0076, 0.0047, 0.0001
Si, 8.0687, 4.9402, 21.1703, -0.0004, 0.002, -0.007
Si, 2.7999, 6.6064, 12.0759, -0.0001, 0.0075, 0.0204
Si, 10.6721, -3.4031, 16.4303, -0.0067, -0.0026, -0.0053
Si, 5.3709, 4.0483, 18.0241, -0.0038, -0.0052, -0.0013
Si, 8.8132, 8.3237, 18.5058, -0.0012, 0.0044, 0.0002
Si, 15.473, 8.5772, 14.6162, -0.005, -0.005, 0.0042
Si, 2.6817, 8.0471, 9.5673, 0.0127, -0.0027, 0.0056
Si, 10.7489, 3.4528, 21.138, 0.0033, -0.0059, -0.0112
Si, 0.9596, 12.3981, 19.1376, 0.0012, 0.0061, -0.0068
Si, 5.5013, 3.4623, 21.1138, -0.0161, -0.0137, -0.0076
Si, 5.4944, 10.6539, 12.6392, 0.0037, 0.0062, -0.0053
Si, -2.3187, 9.8903, 21.0661, -0.0028, 0.0187, -0.0038
Si, 12.2108, 6.0466, 21.7224, 0.0017, 0.0032, -0.0024
Si, 7.3959, 0.8988, 15.7861, -0.0037, -0.0027, 0.0015
Si, 0.8019, 9.8139, 20.7323, 0.0019, -0.0065, -0.0112
Si, 2.8883, 2.471, 16.8396, 0.0039, -0.0001, 0.0053
Si, 8.2471, 10.104, 13.4119, -0.0035, -0.0057, 0.0109
Si, -2.7882, 6.9744, 12.5845, 0.0046, 0.0006, -0.0141
Si, 9.6498, 6.6378, 23.2623, -0.0033, 0.0021, -0.0012
Si, 4.3294, 5.9287, 22.5793, -0.0047, -0.0096, 0.0051
Si, 5.8551, 0.587, 9.789, 0.0441, -0.0035, 0.0196
Si, 6.4224, -4.2503, 19.0136, -0.0027, -0.0034, -0.0026
O, 11.4356, 2.8638, 19.7954, 0.0036, -0.0102, 0.0035
O, -0.2043, 11.6966, 18.24, 0.0066, 0.0069, 0.0076
O, 10.3678, 2.267, 22.1791, 0.0118, 0.0149, 0.0013
O, 3.3792, 8.6759, 23.8556, 0.0086, 0.0221, -0.0547
O, 5.5158, 14.225, 19.4768, -0.0009, 0.0043, -0.0026
O, 1.2479, 10.0155, 13.544, -0.0032, 0.0017, -0.0037
O, 8.3515, 4.2134, 10.2257, 0.0121, 0.0093, -0.0015
O, 7.0241, 3.7687, 21.6445, 0.0094, 0.008, 0.011
O, 0.3543, -2.7481, 15.1028, -0.0003, -0.0018, 0.0046
O, 9.4233, 4.2424, 20.6176, 0.0072, -0.0071, 0.0114
O, 3.137, 0.3039, 22.8188, -0.0017, -0.0087, 0.0115
O, 4.9641, 0.6828, 13.8747, -0.0034, -0.0017, 0.0028
O, 3.2847, 7.8249, 11.0758, -0.0148, -0.0108, -0.0244
O, -4.2424, 6.3083, 12.886, -0.0175, -0.0023, 0.0076
O, 8.321, 6.8422, 10.9612, 0.0012, 0.0023, 0.0207
O, 5.4393, 7.1115, 22.3389, 0.0044, 0.0074, 0.0109
O, 12.3159, 7.0641, 9.3775, 0.0272, -0.0288, 0.0113
O, 10.4016, -8.4301, 16.2205, -0.0019, 0, -0.0005
O, -3.613, 2.2564, 14.857, -0.0008, 0.0033, 0.0004
O, 4.9144, 2.1365, 21.8732, 0.0093, 0.016, -0.0066
O, -2.4451, 0.9147, 16.9744, 0.002, 0.0002, 0.0035
O, 7.7101, -0.456, 14.9152, -0.0024, 0.0046, -0.0026
O, -0.2272, 10.9036, 15.6651, -0.0017, 0.0009, 0.0024
O, 4.6509, -1.4456, 21.6476, 0.0128, -0.0025, 0.0035
O, 2.9514, -2.6467, 14.705, 0.0208, 0.0051, -0.0018
O, -1.1152, 7.321, 19.3606, -0.0025, 0.0011, 0.0039
O, -5.927, 9.1525, 13.1359, 0.0014, 0.0018, 0.002
O, -0.387, 5.527, 10.6289, 0.0332, 0.0081, -0.0131
O, 9.7022, -0.1322, 13.1789, 0.0004, -0.0006, -0.0015
O, 8.477, 0.3974, 21.8706, -0.0034, -0.0192, -0.0024
O, -3.8184, 10.7269, 12.4235, -0.0041, -0.0024, -0.0013
O, -2.717, 15.5561, 15.0668, 0.0055, 0.0032, -0.0006
O, 8.2878, 8.5021, 13.1432, -0.0012, 0.0101, -0.0042
O, -3.599, 5.7776, 19.9998, -0.0091, 0.0058, 0.0002
O, 1.906, 3.2604, 15.7956, -0.0024, -0.0013, -0.0001
O, 7.4565, 7.5243, 18.065, 0.0018, -0.0002, 0.0019
O, 1.9003, 9.2238, 21.7719, -0.0119, 0.003, 0.0036
O, 16.2568, 7.1838, 14.9444, -0.0062, 0.0054, -0.0099
O, 5.9285, 0.8544, 16.4706, -0.0028, 0.0027, 0
O, 6.9746, 1.7358, 10.2095, -0.0092, -0.0083, -0.0104
O, 5.3981, 5.6857, 18.2303, 0.0011, 0.0018, 0.0048
O, 3.4091, 1.1803, 15.9803, -0.0053, 0.0123, 0.0026
O, 5.601, 7.8288, 19.8415, 0.0024, -0.0016, 0.0036
O, 0.8654, 4.469, 21.8637, -0.0068, -0.0029, 0.0078
O, -6.208, 9.7127, 15.7524, -0.0037, -0.0013, -0.0073
O, 10.8371, 4.2624, 14.3171, -0.0029, -0.003, 0.0044
O, 1.5236, 18.2221, 12.8791, -0.0031, 0.005, -0.0024
O, 2.2078, 5.3485, 11.2009, 0.011, -0.0009, 0.0003
O, 4.5522, 4.7372, 21.4868, 0.008, -0.0038, 0.0031
O, 9.3621, 17.0991, 13.3063, 0.0016, -0.0037, 0.0105
O, 0.6325, 12.6482, 13.9218, -0.0006, 0, -0.0038
O, 14.9625, 6.0051, 12.9739, 0.0055, -0.0009, -0.002
O, 8.4646, 5.9621, 22.374, -0.0073, -0.0073, 0.0087
O, 9.6173, 8.6148, 17.1034, 0.0043, -0.0024, 0.0015
O, 11.7885, 7.0985, 17.5524, 0.0032, -0.0026, 0.0022
O, 6.5792, 3.7018, 16.9708, -0.0012, 0.0022, -0.0053
O, 2.2186, 12.7568, 18.1772, -0.0123, -0.002, 0.0053
O, 12.1643, 11.3475, 20.3568, -0.0008, 0.0045, 0.0044
O, 9.9413, -4.7646, 15.9725, 0.0063, 0.0047, -0.0038
O, 11.0208, 6.9685, 22.411, 0.0131, -0.0022, 0.004
O, 5.6584, 4.5038, 14.5545, 0.0005, -0.0005, 0.0011
O, 3.9895, 3.5629, 17.3144, -0.0018, -0.0024, 0.003
O, -0.7118, 9.5878, 21.3495, 0.0051, -0.0016, 0.0114
O, 7.3436, 8.9588, 21.6081, -0.0029, -0.0019, 0.0109
O, 5.0065, 0.1394, 11.1365, -0.0118, -0.011, 0.0323
O, 12.2548, 6.4032, 20.1222, -0.0021, 0.0074, -0.0042
O, 0.9678, -1.9858, 19.3632, -0.0013, -0.0004, 0.0018
O, 8.4956, -1.2646, 19.4152, 0.0013, -0.0057, 0.0016

Results
free energy: -137508.447 eV
free energy less fixed offsets of O -568.88, Si -635.61 eV per atom: 0.253 eV

The program warned: the cutoff lies below the one the program advises for these potential files; the forces do not sum to zero within the program's tolerance; the exchange-correlation potential is rough where the density is thin.
